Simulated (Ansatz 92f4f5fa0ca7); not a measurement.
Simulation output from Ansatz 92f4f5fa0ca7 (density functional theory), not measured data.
Periodic cell of 140 atoms, Si84O56, from a study of silicon, its oxide and their interface. The atomic structure is a simulated model.

Settings
functional: r2SCAN
potential files: Ansatz norm-conserving
basis: plane waves
wave-function cutoff: 1300 eV
density cutoff ratio: 4
exchange-correlation grid ratio: 1
k mesh: 2 x 2 x 1, shifted by 0.5 0.5 0.5 of a step
self-consistency stop: 5e-08 eV per atom in the density residual
occupations: Fermi-Dirac, 0.05 eV
spin: none
net charge: 0

Cell vectors (angstrom)
a  10.88  0  0
b  0  10.88  0
c  0  0  20.2754

Atoms: element, x, y, z (angstrom)
Si  0.1397  -0.0097  -0.1197
Si  2.7497  2.6635  0.2233
Si  -0.3784  6.1281  -0.0247
Si  3.1467  7.6701  0.1756
Si  5.9719  -0.6379  0.1684
Si  7.5889  3.4876  -0.0999
Si  5.5653  5.721  0.4481
Si  8.0487  7.9163  0.6843
Si  1.1171  1.529  1.2526
Si  4.0424  4.1059  1.4854
Si  1.3805  6.7781  1.4739
Si  3.9256  9.6307  1.7241
Si  6.6232  1.6742  1.4148
Si  9.3338  4.5453  1.5224
Si  6.7228  6.7299  2.0424
Si  9.7963  9.6162  1.6285
Si  -0.1867  2.9692  2.833
Si  2.5165  0.2875  2.7333
Si  0.1165  8.115  2.8909
Si  2.4665  4.9683  2.7045
Si  5.4096  2.7371  3.0702
Si  8.1329  0.0671  2.7098
Si  5.4163  8.1638  3.1355
Si  8.2739  5.5941  3.3623
Si  1.15  4.0373  4.4589
Si  3.9122  1.3031  4.1977
Si  1.5503  9.5173  4.2708
Si  3.9428  6.5187  4.1311
Si  6.9637  4.0759  4.3378
Si  9.3733  1.2618  4.1761
Si  6.9894  9.5965  4.1216
Si  9.5405  7.0031  4.4279
Si  0.1885  -0.1159  5.6045
Si  2.7403  2.6046  5.6094
Si  -0.1917  5.4243  5.6889
Si  2.7151  7.7515  5.6499
Si  5.2795  -0.107  5.2057
Si  7.9827  2.5883  5.5457
Si  5.1978  5.363  5.6225
Si  8.0848  8.3386  5.7724
Si  1.3452  1.5137  7.0425
Si  3.927  3.965  7.1796
Si  1.2126  6.6912  7.105
Si  4.2262  9.3638  6.7681
Si  6.6998  1.2498  6.959
Si  9.2626  4.0332  6.8683
Si  6.7551  6.6479  7.0399
Si  9.5564  9.5522  7.1476
Si  -0.2625  2.6535  8.2426
Si  2.8132  -0.2054  8.1212
Si  -0.1549  7.8875  8.5031
Si  2.5149  5.3313  8.4466
Si  5.3751  2.8379  8.6005
Si  8.363  0.2057  8.0931
Si  5.5634  8.2355  8.2836
Si  7.8201  5.2195  8.249
Si  0.5772  4.2224  10.0769
Si  4.4274  0.8159  9.4897
Si  0.932  9.3584  9.9413
Si  4.0398  6.6847  9.5802
Si  6.3067  4.5515  9.811
Si  9.8449  0.8881  9.7826
Si  6.5459  10.008  9.2985
Si  9.8157  5.9621  9.6229
Si  4.7913  -1.8749  13.5979
Si  7.5441  3.4056  15.5887
Si  2.2427  7.6709  12.032
Si  9.2122  5.809  15.3998
Si  9.2613  1.084  15.4512
Si  -1.4506  0.7768  12.6912
Si  6.2079  4.7023  12.7904
Si  -1.2078  9.2736  14.1017
Si  3.697  3.4096  13.6773
Si  15.7248  3.2709  16.5379
Si  -0.2252  5.9041  12.4228
Si  6.7794  10.7911  12.0943
Si  4.1518  11.4994  12.4532
Si  1.0508  4.1329  18.5388
Si  9.5739  2.0553  18.4331
Si  2.0942  9.2816  18.1758
Si  14.9424  0.7262  18.3727
Si  0.7797  7.6106  15.7773
Si  2.374  15.796  15.8208
Si  7.132  7.3482  14.1084
O  1.0038  -0.6587  -1.3163
O  0.4218  5.6022  -1.3482
O  7.0177  3.876  -6.3476
O  2.3842  4.0605  -0.7686
O  -1.7476  6.9523  -0.1122
O  2.7747  8.1637  -1.2918
O  4.463  6.7386  -0.0959
O  7.2352  -1.8303  -0.3342
O  -1.567  -0.5477  -4.901
O  8.1669  2.9463  -1.516
O  9.7851  0.6946  -0.888
O  6.683  4.8536  -0.4963
O  9.8665  5.882  -6.4087
O  5.3976  10.9079  -1.3173
O  2.1604  4.4766  9.7935
O  7.9521  0.3253  13.1582
O  3.5778  0.1196  11.1059
O  2.1746  -1.55  8.862
O  1.7303  9.0025  11.384
O  0.2734  10.8921  9.9216
O  5.2489  5.7858  10.1017
O  0.3924  4.2163  11.7366
O  6.8435  4.3275  11.333
O  7.7641  6.4538  15.3549
O  9.5491  1.4582  11.2897
O  7.5772  10.4124  10.5924
O  9.6774  6.6529  11.2761
O  12.0506  6.5534  12.4957
O  3.8201  4.5999  16.5181
O  4.5704  4.3834  12.7256
O  2.9841  7.1791  10.6731
O  3.5479  -2.7581  13.059
O  8.3886  8.3561  13.8838
O  1.3253  8.7598  16.8367
O  10.853  2.967  18.8479
O  -0.9227  1.5093  16.8682
O  5.8995  8.3154  14.6389
O  -3.1462  1.7442  15.7054
O  -4.527  3.7667  16.7179
O  3.0998  -0.3742  17.5563
O  6.5796  6.2262  13.0192
O  4.5283  2.7658  15.0335
O  2.3264  4.2475  14.2753
O  2.0287  6.4862  15.4824
O  10.1413  10.0504  12.7323
O  5.9353  20.3945  12.4767
O  11.1172  -2.4399  14.3573
O  8.8586  4.2722  15.923
O  4.4411  1.9919  17.4528
O  3.3701  12.8256  13.1027
O  10.3116  6.6686  16.283
O  5.791  12.0634  12.2313
O  -0.9372  12.5428  14.0183
O  3.4849  1.3476  19.9149
O  4.1998  10.484  13.733
O  12.1301  4.4182  16.9348

Results
free energy: -35863.938 eV
free energy less fixed offsets of O -463.61, Si -117.95 eV per atom: 6.022 eV
pressure: -2.59 GPa
stress xx, yy, zz, yz, xz, xy (GPa, positive in tension): 2.01, 2.51, 3.24, -0.2, -0.03, -0.39

Forces (eV/angstrom), in the order of the atoms: element, x, y, z
Si  -1.3549  -0.9133  0.7737
Si  0.925  2.1  -0.1231
Si  0.9755  -1.5715  2.2924
Si  0.788  0.9259  2.9989
Si  -0.0466  0.9047  -1.1408
Si  0.0685  0.9196  2.3212
Si  -0.0048  -3.0037  0.384
Si  1.7731  3.4558  -1.0577
Si  -0.503  0.7967  1.9657
Si  2.5349  -1.8348  0.0132
Si  -0.201  -0.7941  -0.6708
Si  2.0843  -2.2803  -1.8942
Si  0.8802  -1.9796  -1.3297
Si  0.5049  -1.1431  -0.8533
Si  0.6407  -0.0571  0.3442
Si  -1.3033  -0.8774  -1.1925
Si  -0.9306  -1.5312  -0.4017
Si  -0.3526  -1.0848  -0.0828
Si  0.55  1.0636  1.1475
Si  -0.8952  2.9486  1.7507
Si  -0.4422  1.0501  -0.949
Si  0.6992  0.983  -1.1552
Si  -1.8361  0.8019  0.0052
Si  -0.9197  -0.6697  -2.6453
Si  1.144  -0.8052  -1.2103
Si  0.4731  1.2956  -0.8987
Si  -0.0731  -1.1594  -0.4382
Si  -0.5342  0.3478  -0.5581
Si  -3.0507  0.388  0.0532
Si  1.5887  0.6128  0.6771
Si  -1.2814  -0.4463  0.7295
Si  1.0237  1.2121  0.6537
Si  -1.5739  1.2183  0.7263
Si  -0.6619  1.3558  0.9133
Si  0.2537  0.8182  0.6293
Si  0.4701  1.9381  -0.1426
Si  1.686  -0.7548  2.4263
Si  1.1475  -0.9343  0.9402
Si  1.7414  -0.9406  1.0374
Si  0.5012  -0.9033  0.1085
Si  0.0377  -2.343  -0.1467
Si  0.0293  0.3741  -1.4005
Si  -0.1346  -0.2923  -0.298
Si  -0.7423  -0.1915  -0.8929
Si  -1.0136  1.4166  -0.5138
Si  -0.0728  -1.206  0.4694
Si  -1.3546  2.5701  -2.2003
Si  1.5016  -1.6611  -1.7184
Si  0.5452  0.5016  2.0048
Si  0.3638  0.7025  -0.7903
Si  -1.3596  0.0581  0.3803
Si  2.0628  0.4127  -1.2366
Si  -0.2198  -1.8449  -0.3146
Si  -1.6549  -0.0725  1.654
Si  -1.1932  -1.3498  0.8931
Si  2.8316  -0.435  1.8607
Si  -1.6504  -0.5143  0.3606
Si  0.0593  -2.2609  1.2077
Si  1.1571  -0.1799  1.0237
Si  -0.1146  1.4585  -2.1101
Si  -0.4948  0.2615  1.0364
Si  -1  2.2622  -1.9136
Si  0.3297  2.156  -0.2611
Si  -0.4266  1.615  0.7349
Si  1.2146  -0.0432  -1.2461
Si  -2.6649  -0.2757  -1.9531
Si  3.1164  0.1061  0.1836
Si  1.7176  -0.2068  -0.5135
Si  -0.424  0.1047  0.3898
Si  1.5561  -2.3214  2.695
Si  0.4448  -1.7944  -0.191
Si  1.755  0.7652  0.4545
Si  -0.7583  -1.5512  2.9126
Si  -2.1685  0.2759  -1.6863
Si  -2.6822  -3.2503  -1.2179
Si  1.6777  0.3493  -0.8961
Si  1.2878  3.5647  3.2785
Si  -0.1947  2.0001  -0.7771
Si  0.6923  -1.4804  -0.6764
Si  -1.4  4.3974  -3.182
Si  0.0049  -0.3347  1.7075
Si  -0.441  -0.7649  -0.6912
Si  -0.4867  -0.2144  -0.4346
Si  -0.0609  -0.4163  1.3349
O  0.6598  -1.1652  0.5454
O  -1.2288  0.017  0.465
O  0.6525  -1.0175  2.89
O  -0.976  -2.5013  -0.8878
O  -0.7953  0.8478  -1.444
O  0.3103  -1.0018  -0.3114
O  -0.2935  0.7341  -1.0585
O  -1.8494  0.6541  1.5945
O  0.4915  -0.5695  -1.1694
O  2.312  -1.8845  -1.0247
O  -1.6226  2.0647  -1.1522
O  -1.0979  -0.2568  0.4582
O  0.4059  -1.0954  -0.6672
O  0.6679  -1.366  0.6249
O  -0.5292  -0.1859  0.4897
O  -0.8768  0.0334  -1.1248
O  0.519  0.8099  -3.3119
O  -0.1295  1.409  0.2232
O  -3.3232  2.2182  -0.7637
O  1.6096  -2.3678  0.4981
O  0.9608  -1.265  0.489
O  -1.7404  2.4962  0.1263
O  0.128  -0.633  0.0267
O  -1.4131  0.8986  -0.4814
O  -0.0598  0.6127  -0.8763
O  -2.1694  -0.0769  3.17
O  0.927  -2.0125  -0.0243
O  3.1751  2.2598  0.5109
O  0.1266  -0.0737  0.7842
O  1.1711  0.2037  0.6634
O  0.6384  -1.1834  0.9669
O  -1.0846  -1.3339  -0.2206
O  -0.4576  -0.5026  -0.9633
O  -0.4984  -1.7208  -0.5674
O  0.4599  0.4893  -0.1979
O  -0.6878  0.9809  1.391
O  -1.422  -0.5993  -0.8357
O  1.0945  1.6932  -1.0339
O  1.1995  -0.279  -1.1586
O  0.5624  0.1031  1.9456
O  0.3752  3.2344  0.9606
O  0.0643  1.1268  -1.2743
O  1.9715  -0.8367  0.9268
O  -1.3967  1.4226  0.7753
O  -1.0645  2.614  0.3339
O  -0.1707  -2.3272  -0.5686
O  -0.3049  -0.8521  2.7833
O  0.9708  0.6104  -0.2843
O  -0.1971  0.5352  0.428
O  -0.2229  -0.3846  -2.0831
O  0.6659  0.6437  -0.6778
O  -2.0631  -0.7669  -0.7135
O  -0.8093  -0.9633  0.2388
O  0.3623  -0.8328  -3.5241
O  -1.1258  0.5218  1.0115
O  0.9684  -0.9747  -0.383
